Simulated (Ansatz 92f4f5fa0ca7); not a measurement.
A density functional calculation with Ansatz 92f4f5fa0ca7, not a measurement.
Periodic cell of 228 atoms, Si140O88, from a study of silicon, its oxide and their interface. The atomic structure is a simulated model.

Settings: functional r2SCAN; potential files Ansatz PAW; basis plane waves; wave-function cutoff 800 eV; density cutoff ratio 5; exchange-correlation grid ratio 1; k mesh 1 x 1 x 1, shifted by 0.5 0.5 0 of a step; self-consistency stop 1e-10 eV per atom in the density residual; occupations fixed; spin none; net charge 0.

Cell vectors (angstrom)
a 10.888 0 0
b 0 10.888 0
c 0 0 33.3284

Atoms and the computed forces on them: element, x, y, z (angstrom), force x, y, z (eV/angstrom)
Si 1.7648 1.5767 -0.5464 0.018 -0.0189 0.1049
Si 3.4979 4.3178 -0.7883 -0.0345 0.0185 0.1656
Si 1.8177 7.2811 1.624 -0.0014 0.0112 -0.0097
Si 3.4614 9.0352 1.4808 -0.0071 0.0028 -0.0062
Si 8.0795 0.0857 -1.1927 0.009 -0.0154 0.1303
Si 9.0433 3.6728 1.5003 -0.0018 -0.0081 0.0009
Si 6.4563 6.4346 1.4953 -0.0005 0.0016 -0.0009
Si 10.0538 10.0171 1.6574 0.0042 0.0058 0.0046
Si 0.8663 0.9125 1.5427 0.0008 -0.0018 -0.0029
Si 2.9092 5.5136 2.7194 -0.0022 -0.0063 -0.0067
Si 1.2596 6.4953 -0.5426 -0.0207 0.0114 0.0465
Si 3.0309 9.6842 -0.7849 -0.0396 -0.0164 0.0863
Si 7.4899 1.802 1.4581 -0.0046 0.0163 0.0369
Si 9.4979 4.6706 -0.5956 0.0023 0.0311 0.117
Si 5.3662 8.159 2.6699 0.0061 0.003 -0.0037
Si 8.0922 5.3846 2.8143 0.0016 0.0028 -0.0018
Si -0.0696 2.7034 2.7422 0.0034 0.0052 -0.0014
Si 2.5993 -0.0787 2.7925 0.0072 0.0054 -0.0021
Si 0.0973 8.2571 2.8835 -0.0051 -0.0052 -0.0041
Si 4.6675 4.684 1.2824 0.0071 -0.0013 0.0016
Si 5.5563 2.8039 2.501 0.0017 -0.0067 -0.0036
Si 8.3057 0.1128 2.8737 -0.0077 0.0021 -0.0027
Si 9.4128 9.1165 -0.3899 -0.003 -0.0078 -0.0003
Si 7.7217 7.2156 -0.3854 0.0227 -0.0003 0.0796
Si 1.4214 4.1039 3.9531 0.0003 -0.0029 -0.0014
Si 4.108 1.4005 3.8744 -0.0024 0.0018 0.0003
Si 1.3773 9.5454 4.3332 0.0002 0.0023 -0.001
Si 4.138 6.8379 4.2038 0.0002 0.0019 -0.0031
Si 6.7703 4.0355 4.1652 -0.0012 0.0005 -0.0021
Si 9.5744 1.4292 4.3002 0.0011 -0.0009 -0.0011
Si 6.7966 9.5549 3.9848 -0.0007 0.0019 -0.0004
Si 9.5225 6.8185 4.0439 -0.0002 -0.0002 -0.0016
Si -0.0018 0.0213 5.6163 0.0012 0.001 0.0001
Si 2.7491 2.7096 5.3387 0.0007 0.0001 0.0004
Si 0.04 5.4487 5.362 -0.0004 0.0006 -0.0019
Si 2.7632 8.1566 5.5652 -0.0008 0.0001 0.0004
Si 5.4249 0.0452 5.329 0.0006 -0.001 -0.0007
Si 8.1406 2.7532 5.5554 -0.0004 -0.0011 0.0004
Si 5.4592 5.424 5.5242 0.0003 -0.0007 0.0009
Si 8.1409 8.1835 5.3938 -0.0011 -0.0006 -0.0011
Si 1.4179 1.4017 6.8278 0.0007 0.0003 -0.0012
Si 4.0539 4.0452 6.801 0.0004 -0.0004 -0.0006
Si 1.3471 6.778 6.8121 0.0001 -0.0002 -0.0015
Si 4.1258 9.5818 6.7991 0.0001 0.0005 -0.0013
Si 6.7447 1.3481 6.791 0.0002 0.0005 -0.0012
Si 9.5644 4.1352 6.7943 0.0004 -0.0001 -0.0015
Si 6.839 6.8211 6.8157 0.001 -0.0003 -0.0007
Si 9.4673 9.5088 6.8489 0.0006 -0.0001 -0.0002
Si 0.0064 2.7444 8.149 0.0002 0 -0.0009
Si 2.7269 -0.0086 8.18 -0.0001 0.0004 -0.0003
Si -0.0224 8.1311 8.1714 -0.0001 -0.0008 -0.001
Si 2.6923 5.4038 8.1544 0.0001 0.0001 -0.0007
Si 5.414 2.6929 8.1843 -0.0001 0 0.0007
Si 8.0798 0.0034 8.1589 0.0004 -0.0001 -0.0009
Si 5.4561 8.192 8.1477 -0.0002 -0.0002 -0.0011
Si 8.2334 5.4965 8.1736 0.0001 -0.0009 -0.0007
Si 1.3227 4.0927 9.5381 -0.001 0 -0.0009
Si 4.0485 1.3249 9.5608 0.001 -0.0009 -0.0005
Si 1.329 9.4977 9.5204 -0.0001 -0.0008 -0.0007
Si 4.0543 6.8149 9.4558 0.0005 0.001 -0.0012
Si 6.8467 4.0998 9.4515 0.0014 0.0009 -0.0008
Si 9.4829 1.3675 9.4561 0 0.0008 -0.0007
Si 6.7732 9.5322 9.55 0.0001 0.0004 -0.001
Si 9.5678 6.8108 9.6143 0.0005 0.0002 -0.0004
Si -0.1215 -0.0492 10.8198 -0.0006 -0.0008 -0.0008
Si 2.6365 2.6877 10.852 -0.0001 0.0013 0.0004
Si 0.039 5.4253 10.9968 0.0013 -0.0003 -0.0001
Si 2.6594 8.0839 10.885 0.0008 -0.0002 0.0006
Si 5.364 -0.072 10.9281 0.0012 -0.0005 -0.001
Si 8.2139 2.7791 10.8481 0.0004 -0.001 -0.0008
Si 5.4854 5.4911 10.7539 0.0001 -0.001 0.0007
Si 8.1956 8.2354 10.8927 -0.0004 -0.0002 0
Si 1.1659 1.326 12.1429 0.0009 0.0011 0.0013
Si 4.0928 4.1085 12.0062 -0.0029 -0.0008 -0.0001
Si 1.4115 6.7393 12.4148 -0.0014 -0.0018 0.0021
Si 3.9767 9.3848 12.2877 0.0017 0 0.0015
Si 6.813 1.374 12.0696 0.001 -0.0019 0.0019
Si 9.578 4.0634 12.3608 0 0.0015 0.0021
Si 6.8417 6.8492 12.1456 -0.0003 0.0002 0.0001
Si 9.506 9.5325 12.3724 0.0026 0.0023 0.0018
Si -0.0104 2.6183 13.7745 -0.0047 -0.004 -0.0031
Si 2.4402 -0.1008 13.4385 -0.0009 -0.0018 0.0002
Si -0.0305 8.0784 13.7875 -0.0025 -0.0028 -0.0031
Si 2.9175 5.2951 13.6432 0.0055 0.0018 -0.0046
Si 5.4209 2.737 13.3105 -0.0022 0.0029 -0.0019
Si 8.0559 0.1458 13.5726 0.0005 -0.0001 -0.0001
Si 5.4404 8.0322 13.6126 0.0029 -0.0026 -0.0045
Si 8.1613 5.5314 13.5597 0.0037 0.0066 0.0014
Si 2.1087 3.3306 14.7101 0.0065 0.0066 0.0461
Si 3.7065 1.567 14.3806 0.0059 -0.0044 0.0068
Si 3.3986 9.4975 17.119 -0.0236 -0.0097 0.1465
Si 6.5034 9.7523 14.7874 -0.0064 0.0053 0.0032
Si 6.4696 4.3722 14.6401 -0.0019 -0.0017 -0.0036
Si 9.2012 1.5387 15.1522 0.0033 -0.0087 -0.0033
Si 8.1789 8.8187 16.1486 -0.0245 -0.004 0.0525
Si 9.3189 6.8808 15.1958 0.0003 -0.004 -0.0028
Si 1.0476 -1.1982 15.1125 0.0064 -0.0031 0.0368
Si 5.1713 5.4018 19.891 0.016 -0.0195 0.2304
Si 2.0277 4.5448 17.5305 0.0185 0.0078 0.1673
Si 4.3539 6.5624 17.2011 0.0037 -0.0187 0.1536
Si 10.1264 -0.692 18.7658 0.0316 -0.0062 0.1915
Si 9.9866 -0.3924 16.376 0.0066 0 -0.0044
Si 7.7889 3.2912 16.2584 -0.0097 0.0018 0.0838
Si 9.8772 5.5333 17.1608 0.0281 0.0176 0.1386
Si -10.6646 20.6654 26.1968 0.0183 -0.0162 0.2333
Si 10.6553 17.8679 24.9754 0.009 0.0232 0.2861
Si 5.3828 30.6565 28.1543 -0.0099 -0.0246 0.2677
Si 5.6639 13.6138 20.7907 0.0575 0.018 0.1826
Si 18.3303 26.754 25.171 0.0252 -0.0163 0.2628
Si 20.5245 13.7253 25.212 -0.0227 0.0007 0.2352
Si 12.8274 5.4334 23.4328 0.0169 -0.0267 0.2748
Si 22.5478 19.5468 31.9161 0.0151 -0.0181 0.1198
Si -7.857 39.5437 28.2512 -0.0124 0.0154 0.2211
Si 14.6512 16.4943 25.7586 -0.0082 -0.0097 0.2505
Si 23.036 2.4401 23.2741 0.0048 0.0255 0.2903
Si -0.7898 13.0321 30.9485 -0.0094 -0.0241 0.2256
Si 6.3141 7.5031 25.6889 -0.0187 -0.0057 0.2399
Si -1.2604 6.172 27.9215 0.0026 0.0061 0.2321
Si 13.8296 9.6587 20.221 0.0062 -0.0103 0.2086
Si 17.7343 4.9327 22.2804 0.0472 0.0179 0.2709
Si 14.1982 2.4499 19.4432 -0.0131 -0.0167 0.1881
Si 5.6876 10.5793 20.9865 0.0223 0.0013 0.242
Si 30.7269 6.9984 22.2746 -0.0333 -0.0042 0.2812
Si 15.6476 11.0318 15.8948 0.0068 -0.0026 -0.0026
Si 24.425 11.7563 25.481 0.0205 -0.0283 0.2244
Si 9.8446 14.1685 28.2348 0.0183 -0.0273 0.2593
Si -5.0217 -1.8562 31.1737 -0.0026 0.0229 0.228
Si 5.7327 -9.5344 17.5398 -0.0172 0.0115 0.1493
Si -3.8082 20.0608 23.291 0.0319 -0.0275 0.2831
Si -6.0846 -4.7851 14.9213 -0.0095 0.0033 0.0056
Si -3.6558 9.7235 18.7472 -0.044 -0.0026 0.1986
Si 7.2206 -6.4066 28.0579 -0.0015 -0.0063 0.2155
Si 16.2839 -21.3231 26.5569 -0.0199 -0.0028 0.1946
Si 21.5018 -3.6179 19.5643 0.0142 -0.0206 0.24
Si 1.033 0.7529 20.6344 0.0162 0.059 0.2428
Si 4.4532 4.441 29.5836 -0.0155 0.002 0.2588
Si 14.7856 24.6155 27.203 0.0084 0.0253 0.2083
Si 13.3619 6.6539 20.6884 -0.0239 -0.0259 0.2324
Si 0.4276 8.3429 28.947 0.0117 0.0349 0.3013
Si 8.3389 -10.7788 25.2904 0.0024 0.0304 0.2037
O 19.2925 5.8341 -0.9843 0.0043 -0.0087 -0.0524
O 8.0488 -5.0101 -5.1752 -0.0057 0.0005 -0.075
O 5.9595 -2.2467 -3.7007 -0.0217 -0.0077 -0.2101
O 3.6226 16.4663 -12.9735 0.0302 -0.0082 -0.0886
O 9.8961 7.3116 -12.3126 0.0725 0.018 -0.1913
O -8.2417 12.8316 -6.619 -0.0205 -0.0355 -0.1011
O 4.3704 4.1298 -2.1535 0.0368 0.0052 -0.1961
O -1.2629 10.4534 -7.1899 -0.0421 0.0144 -0.0842
O 10.0443 6.5017 -6.9283 0.0362 0.0289 -0.1955
O 5.2684 1.9856 -6.2752 0.006 -0.0256 -0.0712
O 0.828 5.8498 -8.8004 0.0353 -0.0273 -0.1182
O -3.4005 -9.7984 -0.0318 0.0113 -0.0353 -0.0862
O -10.3327 1.6697 -1.6197 -0.0512 0.0217 -0.0984
O 12.5477 18.1964 -4.3811 0.0332 -0.0262 -0.0954
O 10.4676 2.3386 -3.9418 -0.011 0.0476 -0.177
O 6.7569 0.2416 18.1316 -0.0203 0.0295 -0.0877
O 5.338 -4.7654 18.4498 -0.0201 0.041 -0.1562
O 10.9049 19.6586 19.0096 -0.0155 0.062 -0.0922
O 8.3672 16.3694 22.1394 -0.0036 0.0012 -0.0917
O 2.5801 14.6398 18.8274 -0.0274 0.0395 -0.1001
O -0.2559 0.5394 19.7023 -0.0529 -0.0492 -0.1364
O 23.3736 -0.727 20.9804 0.0085 -0.0093 -0.0814
O -18.0929 25.0613 28.747 -0.0062 -0.0466 -0.1454
O 14.9808 -0.3415 20.9168 -0.0338 -0.0086 -0.0805
O -1.2027 -4.433 18.5076 -0.0248 -0.0452 -0.1432
O 28.5705 26.0833 26.5006 0.0051 0.016 -0.1678
O 14.2244 5.5762 24.2217 -0.0585 -0.0088 -0.158
O 17.0943 12.0918 20.6479 -0.0079 0.0021 -0.0798
O -1.3266 14.4477 31.5513 0.0138 -0.0461 -0.1152
O 24.6909 9.9175 18.6196 0.0262 0.0042 -0.1731
O 15.1887 8.1716 17.3255 0.0064 0.0064 -0.0608
O 14.6699 16.7565 29.2599 -0.0193 0.0245 -0.1052
O 6.5846 -7.5237 21.9551 -0.0425 -0.0469 -0.1162
O -2.2228 -0.9395 19.4229 0.0099 0.0092 -0.0929
O 4.3054 20.1272 31.6034 0.0707 -0.0142 -0.0943
O 5.0538 17.4251 25.8709 0.013 -0.0017 -0.0816
O -15.296 4.9464 23.8704 -0.0264 -0.0058 -0.1984
O 12.654 3.924 22.8875 -0.0022 -0.005 -0.0928
O 5.9879 15.376 29.0823 0.0501 -0.0008 -0.1039
O 19.8371 11.9019 31.1212 0.0267 0.0504 -0.086
O 2.8655 16.8149 17.4352 0.0198 0.0044 -0.0693
O 0.4895 9.4042 27.7505 -0.0125 0.0532 -0.1898
O 17.3338 19.2024 27.0772 0.0311 -0.0391 -0.1506
O 5.7342 3.8873 19.6254 -0.0132 0.0085 -0.0863
O 12.9948 12.3276 19.6708 0.0297 0.0178 -0.084
O 12.0575 17.4237 19.7308 -0.0372 0.0073 -0.0962
O 18.4985 17.4578 25.4598 0.0048 -0.0096 -0.0916
O 8.8719 26.0225 24.9287 -0.0087 0.0095 -0.0833
O 10.1597 13.6292 26.7483 -0.0064 -0.0164 -0.1841
O 18.6182 -2.8254 22.3245 0.0204 -0.0218 -0.1029
O 21.8214 5.4099 32.8665 0.005 0.0009 -0.0325
O 27.7594 5.8537 21.2461 -0.0573 0.0077 -0.1401
O 1.4067 43.4249 25.7176 0.023 0.0295 -0.0796
O 14.9383 4.1103 26.2436 -0.0024 0.0483 -0.0996
O 20.8688 29.2075 28.8689 -0.0254 -0.0436 -0.1086
O -6.7429 11.0717 25.5174 -0.0338 0.0007 -0.0885
O 2.4175 12.5019 24.061 -0.044 0.0499 -0.1574
O 3.1605 -2.7867 20.5386 0.0069 0.0334 -0.0734
O 30.3743 1.6477 24.8991 -0.0004 -0.0003 -0.0694
O 0.4873 9.1203 30.358 -0.0183 -0.0115 -0.2231
O 6.5431 7.7881 31.9664 -0.0452 0.031 -0.0919
O 11.3377 4.8569 17.4069 -0.0233 0.0035 -0.058
O 2.0866 9.0827 16.2492 -0.0347 0.0089 -0.0651
O 2.321 3.5292 16.3231 0.0003 -0.0291 -0.1009
O -4.7255 10.1932 22.4687 -0.059 0.0546 -0.1694
O 16.0592 21.3358 27.8852 0.003 0.0508 -0.1154
O 7.4204 8.5675 17.6277 0.0352 -0.0127 -0.1125
O 27.9233 -2.3993 24.4315 0.0251 0.0548 -0.1613
O 6.8761 11.0067 26.0041 0.0618 -0.0135 -0.0897
O 10.8965 24.4312 24.2584 0.0785 -0.014 -0.1348
O 17.0896 20.3208 19.9525 0.0451 -0.0181 -0.1354
O -0.4898 4.8059 28.3771 -0.01 0.0175 -0.0795
O 0.36 -2.4274 25.2683 -0.007 -0.0461 -0.1037
O 0.7749 -9.2541 21.9614 -0.009 -0.0818 -0.1961
O 2.6849 -4.6658 26.8124 0.018 -0.0405 -0.1541
O 4.4618 -9.0714 18.4756 0.054 -0.0434 -0.1233
O 30.5504 -6.5663 17.0938 -0.0207 -0.0186 -0.0537
O 19.1202 25.0611 28.4643 -0.0182 0.017 -0.0812
O 14.8283 8.1839 28.0232 0.009 -0.0011 -0.0754
O 12.8237 6.4512 22.1982 0.0283 0.0545 -0.19
O 13.4562 5.6408 32.2824 0.0183 -0.0221 -0.0589
O 20.5809 7.1322 23.6977 -0.0615 -0.0015 -0.1838
O 2.8369 11.3069 32.3458 0.0072 0.0085 -0.0433
O 6.7371 -0.5128 31.433 -0.0403 -0.0158 -0.0678
O 14.9187 -8.235 20.9129 -0.0207 -0.0074 -0.0965
O 8.2536 10.0255 24.0093 -0.0323 -0.0514 -0.1372
O 24.3384 -7.8875 32.8071 0.0025 0.0067 -0.0485
O 6.7225 -8.2681 17.2988 0.0318 0.0204 -0.076

Results
free energy: -139738.601 eV
free energy less fixed offsets of O -570.45, Si -639.56 eV per atom: -0.601 eV

The program warned: the cutoff lies below the one the program advises for these potential files; the forces do not sum to zero within the program's tolerance; empty levels may hold ghost states of the PAW files; the exchange-correlation potential is rough where the density is thin.
